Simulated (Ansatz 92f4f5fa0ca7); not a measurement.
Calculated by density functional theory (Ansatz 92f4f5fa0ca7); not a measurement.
Periodic cell of 220 atoms, Si132O88, from a study of silicon, its oxide and their interface. The atomic structure is a simulated model.
This geometry differs little from another in the collection (a relaxation step or a small displacement).

Settings
functional: r2SCAN
potential files: Ansatz PAW
basis: plane waves
wave-function cutoff: 800 eV
density cutoff ratio: 5
exchange-correlation grid ratio: 1
k mesh: 1 x 1 x 1, shifted by 0.5 0.5 0 of a step
self-consistency stop: 1e-10 eV per atom in the density residual
occupations: fixed
spin: none
net charge: 0

Cell vectors (angstrom)
a, 10.88, 0, 0
b, 0, 10.88, 0
c, 0, 0, 32.0878

Atoms and the computed forces on them: element, x, y, z (angstrom), force x, y, z (eV/angstrom)
Si, 0.4658, -0.8134, -0.2814, 0.0026, 0.0059, -0.0071
Si, 2.7205, 3.3589, -0.0959, -0.0003, -0.002, 0.0055
Si, 0.3284, 5.386, -0.2843, 0, -0.0089, 0.0101
Si, 2.8339, 8.135, 0.2476, 0.0004, -0.0025, 0.0035
Si, 5.6718, -0.1653, 0.0067, -0.008, 0.0062, -0.0028
Si, 8.2753, 2.6123, -0.2993, 0.001, -0.0008, 0.0025
Si, 5.1421, 6.1096, -0.1337, 0.0008, -0.0041, 0.0012
Si, 7.9193, 8.5728, 0.0817, 0.0098, -0.0089, -0.0075
Si, 1.6465, 1.6345, 1.1632, 0.0033, 0.012, 0.001
Si, 4.1906, 4.4322, 1.2869, -0.0007, -0.0028, 0.0012
Si, 1.3657, 6.7585, 1.3662, 0.0001, -0.0015, -0.0002
Si, 4.1806, 9.6007, 1.4222, -0.0017, 0.0017, 0
Si, 6.8547, 1.4648, 1.196, 0.0004, 0.0011, -0.0002
Si, 9.6331, 4.0987, 0.9965, 0.0026, 0.0009, -0.0021
Si, 6.7635, 6.9955, 1.3142, 0.0039, 0.0007, 0.0031
Si, 9.6571, 9.5361, 1.3, 0.0027, -0.0004, 0.0033
Si, 0.0883, 2.8185, 2.5088, 0.0021, 0.0002, -0.0018
Si, 2.7974, 0.1541, 2.6205, -0.0004, 0.0001, -0.0008
Si, 0.0056, 8.1324, 2.6784, 0.0031, -0.0029, -0.0019
Si, 2.7684, 5.5299, 2.7587, -0.0004, 0.0037, 0.0035
Si, 5.4808, 2.8488, 2.5241, -0.0017, 0.0006, 0.0001
Si, 8.2805, 0.1278, 2.5725, 0.0022, 0.0071, 0.0041
Si, 5.4836, 8.2534, 2.7964, -0.0025, -0.001, 0.0028
Si, 8.2133, 5.4661, 2.431, 0.0008, -0.0005, -0.0019
Si, 1.4045, 4.1019, 3.9937, 0.0004, 0.0017, -0.0006
Si, 4.161, 1.4734, 3.9654, 0.0006, 0.0003, 0.0003
Si, 1.3958, 9.5888, 3.9147, -0.0008, 0.0019, -0.0012
Si, 4.1017, 6.8908, 4.0933, -0.0005, -0.0008, -0.0001
Si, 6.8701, 4.1518, 3.8793, 0.0005, 0.0029, 0.0002
Si, 9.6096, 1.4749, 3.9261, -0.0007, 0.0009, -0.0003
Si, 6.9201, 9.6321, 3.9915, -0.0002, -0.0019, 0.0019
Si, 9.5196, 6.769, 3.9597, 0, 0.0021, 0.0013
Si, 0.0336, 0.0395, 5.2761, -0.0003, -0.0001, -0.0011
Si, 2.7486, 2.738, 5.3451, -0.0007, 0.0007, -0.0008
Si, 0.0254, 5.4527, 5.3377, 0.002, -0.0007, -0.0011
Si, 2.7056, 8.2504, 5.3575, 0.0003, -0.0008, -0.001
Si, 5.4992, 0.0761, 5.3282, 0.0006, 0.002, -0.0003
Si, 8.2001, 2.7895, 5.2779, 0.0011, -0.0002, -0.0002
Si, 5.4956, 5.4551, 5.3065, -0.0018, -0.0004, -0.0009
Si, 8.1994, 8.1791, 5.3213, 0.0003, 0.0006, 0
Si, 1.3837, 1.3469, 6.6733, 0.0009, -0.0003, 0.0003
Si, 4.1285, 4.0937, 6.6669, 0.0014, 0.0001, 0
Si, 1.3747, 6.8343, 6.6994, 0.0003, 0.0027, 0.0002
Si, 4.1004, 9.5664, 6.6771, -0.001, 0.0002, 0.0008
Si, 6.8483, 1.433, 6.6705, -0.0005, 0.0012, 0.0003
Si, 9.5432, 4.0997, 6.6825, -0.0004, 0.0015, -0.0007
Si, 6.8289, 6.8136, 6.6687, 0.0008, -0.0001, -0.0009
Si, 9.5668, 9.5548, 6.6516, 0.0016, 0.0006, -0.0001
Si, -0.0003, 2.6959, 8.0133, 0.0003, 0.0013, 0.0011
Si, 2.7184, -0.0074, 8.0511, -0.0001, 0.001, -0.0005
Si, -0.0242, 8.1627, 8.0421, 0.0009, -0.0003, -0.001
Si, 2.7765, 5.4441, 8.021, -0.0004, 0.0008, -0.0001
Si, 5.4455, 2.726, 8.0548, -0.0001, 0.0015, -0.0002
Si, 8.2008, 0.0469, 8.0007, -0.0014, 0.0002, -0.0002
Si, 5.4304, 8.1402, 8.0014, 0.0023, 0.0011, 0.0006
Si, 8.1604, 5.4326, 8.0361, 0.0009, -0.0003, 0.0002
Si, 1.4137, 4.024, 9.311, 0.0015, -0.0009, -0.0011
Si, 4.0986, 1.3198, 9.4006, -0.0002, -0.0004, 0.0004
Si, 1.3325, 9.5049, 9.3903, -0.0002, -0.0019, 0.0032
Si, 4.1492, 6.7435, 9.433, 0.0002, 0.0017, 0.003
Si, 6.7935, 4.0848, 9.4143, -0.0026, 0.0006, -0.0003
Si, 9.4948, 1.4132, 9.4355, 0.0019, -0.002, 0.0009
Si, 6.8122, 9.5235, 9.2644, 0.002, 0.0033, 0.0007
Si, 9.4909, 6.7852, 9.3979, -0.0011, -0.0001, 0.0006
Si, -0.0655, -0.0123, 10.7381, -0.0021, -0.0005, 0.0053
Si, 2.7177, 2.663, 10.7348, -0.0024, 0.0012, 0.0016
Si, 0.0222, 5.3444, 10.6239, -0.0006, 0.0077, 0.001
Si, 2.7147, 8.1, 10.6724, -0.0011, 0.0012, -0.0022
Si, 5.5078, -0.0656, 10.6895, -0.0028, -0.0043, -0.0032
Si, 8.087, 2.7611, 10.8436, -0.0053, 0.0028, -0.0045
Si, 5.5222, 5.382, 10.8931, 0.003, -0.0026, -0.0007
Si, 8.031, 8.147, 10.6787, 0.0012, -0.0011, 0.0044
Si, 1.3109, 1.3148, 12.0828, 0.0019, -0.0093, 0.0057
Si, 4.1096, 3.9243, 12.1629, 0.0011, 0.0025, -0.0035
Si, 1.3694, 6.6717, 11.9625, 0.0027, -0.0014, -0.0004
Si, 4.153, 9.3904, 11.9721, -0.0024, 0.009, 0.0082
Si, 6.7444, 1.2875, 12.1792, 0.0063, -0.0033, 0.008
Si, 9.4922, 4.1964, 12.1164, 0.0079, 0, 0.0047
Si, 6.8318, 6.8688, 12.2984, -0.0042, 0.0078, 0.0013
Si, 9.3587, 9.4989, 11.997, 0.0118, -0.0065, -0.0109
Si, -0.1511, 2.6588, 13.3609, 0.0007, 0.003, -0.0043
Si, 2.868, -0.0552, 13.2283, -0.0052, -0.001, -0.0294
Si, -0.2931, 7.8506, 13.0532, -0.0067, 0.0012, -0.0267
Si, 2.8465, 5.4475, 13.3676, -0.0074, 0.0018, -0.0155
Si, 5.0389, 2.2048, 13.5809, -0.0028, 0.0074, -0.0005
Si, 7.9945, -0.1566, 13.5607, -0.0077, 0.0081, 0.0019
Si, 4.9948, 7.8025, 13.5634, 0.0055, -0.0031, -0.0069
Si, 8.8666, 6.1863, 13.3938, 0.0071, 0.012, -0.0097
Si, 0.8148, 3.903, 15.0251, 0.0019, -0.0109, -0.0197
Si, 5.9001, 1.9318, 15.7649, -0.0028, -0.0051, -0.0153
Si, 0.8039, 9.1808, 14.6468, -0.0006, 0.0066, -0.0079
Si, 5.3859, 8.4575, 15.8157, -0.0013, 0.001, -0.0078
Si, 7.7735, 4.4077, 16.6906, 0.0019, -0.0137, 0.0209
Si, 9.7753, 0.8853, 14.6415, -0.0014, -0.0024, -0.0132
Si, 6.6463, 10.4965, 15.5887, -0.0079, 0.0062, -0.0143
Si, 9.3621, 5.9272, 15.7101, -0.0008, -0.0073, -0.0053
Si, 1.0289, -1.6304, 22.4393, -0.0023, -0.0026, 0.0024
Si, 10.4399, 7.9759, 17.0088, -0.0033, 0.0104, 0.0056
Si, -5.1263, 8.1977, 23.5274, 0.0015, -0.0017, 0.0032
Si, 1.5945, 13.2024, 17.4345, -0.0003, 0.0096, 0.0016
Si, -1.2344, 4.3817, 19.2978, 0.0016, 0.0078, 0.0078
Si, 8.9578, 10.803, 17.3185, 0.0008, 0.0117, 0.0028
Si, 4.0764, -1.5764, 18.3888, 0.0016, -0.0057, -0.0021
Si, 10.2419, 12.3846, 19.5975, -0.001, 0.0009, -0.0059
Si, 1.5791, 5.1717, 20.2675, -0.0009, 0.0019, -0.0001
Si, 3.9581, 10.3492, 23.3038, -0.0018, -0.0008, 0.0029
Si, 4.3515, 1.4006, 17.6009, -0.0033, -0.0025, 0.0046
Si, 11.5847, 10.5158, 26.2443, 0.0012, 0.0023, 0.0064
Si, 6.0035, 5.7398, 17.4022, -0.0023, 0.0039, -0.0042
Si, 6.6481, 11.3293, 21.7055, 0.002, 0.0036, 0.0009
Si, 7.9971, 7.9266, 25.4547, 0.0014, -0.0018, 0.0048
Si, 14.5321, 4.0851, 18.4755, -0.0077, 0.0079, -0.0007
Si, 1.3497, 8.1605, 19.6039, -0.0014, -0.0039, 0.0013
Si, 5.677, 5.8961, 25.2017, -0.0033, -0.0003, 0.001
Si, 7.2899, 5.9227, 20.2998, 0.0009, -0.006, 0.0004
Si, 0.3898, 7.7931, 24.9237, 0.0026, -0.002, 0.0031
Si, 5.4093, 14.0325, 27.7556, -0.0026, -0.0015, 0.0035
Si, 6.8863, 3.4445, 22.0768, 0.0019, 0.0012, 0.0004
Si, 12.1242, 14.9527, 23.2285, 0.0013, 0.003, 0.0018
Si, 9.7161, 11.4201, 22.5002, 0.0006, 0.0066, 0.0009
Si, 6.1711, 8.6808, 20.5571, -0.0027, -0.0058, -0.0033
Si, 9.275, 3.275, 23.7748, 0.0007, -0.0003, -0.0042
Si, 17.447, 3.7082, 25.0339, 0.0012, -0.0033, 0.0041
Si, 13.3876, 16.4539, 25.5351, -0.0028, 0.0015, -0.0016
Si, 2.1913, 1.6268, 24.596, -0.0046, 0.0042, 0.0037
Si, 4.0942, 1.5502, 29.9476, 0.0002, 0.0057, 0.0009
Si, 1.4261, 12.261, 28.4845, 0.0036, 0, -0.0004
Si, 7.0307, 4.8211, 29.7943, 0.002, 0.0014, 0.005
Si, 13.4741, 3.6669, 26.8822, 0.0011, -0.0008, 0.0013
Si, -1.2061, 11.3503, 29.7855, 0.0019, 0.0036, 0.0017
Si, 9.085, 9.3748, 27.7903, 0.0019, 0.0003, 0.0029
Si, 9.3076, 6.9548, 29.7867, 0.0053, -0.0044, 0.0071
O, -13.1442, 10.5402, -3.2469, -0.0009, -0.0007, 0.0004
O, 8.4545, 3.6562, -9.6549, 0.0013, -0.0018, -0.001
O, 1.524, 4.3233, -0.7445, 0.0027, 0.0025, -0.0081
O, -0.2688, 6.2221, -1.5979, -0.0056, 0.0065, -0.0009
O, -2.3261, 7.8312, -1.1991, -0.0061, 0.0071, -0.0091
O, 1.7327, 9.0689, -0.5816, -0.0021, -0.0034, 0.0013
O, -0.3663, 10.1232, -1.6607, 0.0005, -0.0023, 0.0001
O, 4.8331, 0.4138, -1.2683, 0.0032, -0.0061, -0.0049
O, 6.8389, -1.2069, -0.5038, 0.0062, -0.0028, 0.0167
O, 6.4738, 4.1538, -3.6498, -0.0002, 0.0001, -0.0022
O, 7.4962, 3.6246, -1.3101, 0.0007, 0.0061, 0.001
O, 5.8459, 5.6333, -1.5343, -0.0017, 0.0005, -0.0028
O, 3.9217, 7.1575, -0.5609, 0.0037, 0.0037, 0.0034
O, 11.8344, 11.5861, -0.0045, 0.0017, -0.006, 0.0035
O, 4.6246, 20.0381, -7.8814, -0.0017, 0.0002, 0.0002
O, -0.2513, 4.1707, 23.9007, -0.001, 0.0006, 0.0011
O, 0.2001, -3.0668, 18.5016, 0.0015, -0.0008, 0.0011
O, 2.311, 3.7527, 17.654, 0, -0.0036, -0.0027
O, 4.4803, 5.1734, 17.6041, -0.0041, 0.0017, -0.0046
O, 0.0473, 10.6098, 14.6808, 0.0016, -0.0134, 0.0257
O, 9.5156, 9.3076, 17.0582, 0.0128, -0.0095, -0.0057
O, 2.2375, 4.6335, 14.6666, 0.0025, 0.0021, 0.0113
O, 8.8719, 4.1578, 17.8937, -0.0118, 0.0031, -0.0137
O, 4.4817, 2.6843, 18.6308, 0.0071, -0.0089, -0.0021
O, 6.0731, 7.1119, 16.5074, 0.004, -0.0008, 0.0015
O, 9.4713, 1.0365, 16.2522, 0.0032, 0.0049, 0.0014
O, 11.6779, 2.6502, 16.0815, 0.0015, -0.007, 0.0051
O, 7.3746, 10.6276, 17.0889, -0.0012, -0.0014, 0.0053
O, 3.8777, 11.9267, 13.9236, 0.0052, -0.0019, -0.002
O, 11.7137, 8.3801, 16.0606, 0.001, 0.0032, 0.0015
O, 14.7807, 6.5928, 13.8758, 0.0064, -0.0009, 0.005
O, 2.3211, -1.1939, 14.2997, -0.0063, 0.0077, 0.0142
O, 0.7585, -1.8816, 20.8576, -0.0027, 0.0024, -0.0013
O, 0.3307, 15.7029, 19.2596, 0.0032, 0.0013, -0.0023
O, 4.5401, 10.8715, 18.4058, -0.0012, 0.0026, 0.0014
O, -1.5776, 0.4679, 18.7886, -0.002, -0.0046, 0.0015
O, 10.7862, 5.0946, 15.6359, -0.0118, 0.0114, 0.0125
O, 1.8321, -4.1205, 20.2402, 0.0003, 0.0094, -0.0015
O, 0.6985, 12.6586, 18.6833, 0.0038, -0.0044, -0.0037
O, 13.4625, 9.0002, 18.9463, -0.002, 0.0039, -0.0017
O, 12.6127, 13.4027, 23.3197, 0.0008, -0.0018, -0.0031
O, 6.509, 5.952, 18.9102, 0.0022, -0.0037, -0.0033
O, 18.1848, 7.5099, 20.6673, -0.0016, 0.0056, 0
O, 19.7187, 16.3696, 20.1468, -0.0012, 0.0017, 0.0042
O, 10.7054, -0.6559, 22.9923, 0.0001, -0.0013, -0.0011
O, 2.7876, 1.2747, 17.1165, 0.0042, -0.005, -0.0017
O, 1.1665, 4.5709, 21.7031, -0.0017, 0, -0.0007
O, 3.0512, 4.5698, 19.8933, 0.0014, -0.0012, 0.0032
O, 7.1853, 2.9504, 16.1387, 0.0083, 0.0115, -0.0011
O, 14.2693, 11.5064, 24.2493, 0.0038, -0.0009, -0.0008
O, 9.7461, 12.6182, 23.5941, -0.0002, -0.0014, 0.0009
O, 17.5739, 10.219, 20.5038, 0.0001, 0.0024, -0.0025
O, 4.1487, 8.7867, 16.8474, -0.0031, -0.0001, 0.0067
O, 0.7748, 7.894, 23.3344, 0.0004, -0.0001, -0.0047
O, 6.5296, 4.7997, 21.2305, -0.0021, 0.0028, -0.0002
O, -5.3311, 17.4914, 23.738, -0.0023, 0.0008, -0.0015
O, 6.977, 6.6955, 25.8849, 0.0037, 0.0029, -0.0002
O, -0.0988, 12.2612, 29.0312, -0.0022, -0.0008, -0.0001
O, -5.4536, 8.4601, 21.9681, -0.0017, 0.0002, -0.0008
O, 5.1456, 8.4946, 19.3185, -0.0006, 0.002, 0.0007
O, 12.4585, 2.8945, 27.8944, -0.0017, -0.0016, 0
O, 11.7684, 11.7143, 25.1637, 0.0026, 0.0019, -0.0027
O, 13.7348, 13.4629, 25.7038, 0.0002, 0.0009, -0.0016
O, -8.5612, 4.9859, 24.0176, -0.0002, -0.0007, 0.0001
O, 2.5882, -1.0884, 22.55, 0.0001, 0.0025, -0.003
O, 9.6168, 7.9923, 28.5454, 0.0029, 0.0007, -0.0013
O, 9.5471, 13.7927, 19.9355, -0.0034, -0.0009, 0.0082
O, 3.7866, 2.8871, 30.8223, 0.0031, -0.0011, 0.0026
O, 1.0881, 9.1214, 25.5545, 0.0007, -0.0015, -0.0005
O, -2.9406, 8.9211, 26.7396, -0.0026, -0.001, -0.0018
O, 10.1382, 10.2014, 26.8734, -0.0013, 0.0006, -0.0003
O, 7.2519, 8.5466, 24.1223, 0.0003, 0.0034, -0.0022
O, 5.9949, 2.7898, 26.2693, 0.0013, -0.0022, -0.0045
O, 18.9923, 0.1927, 22.4155, -0.0047, -0.0015, -0.0009
O, 5.231, 11.0497, 22.4975, -0.0002, -0.0004, -0.0002
O, 10.4244, 11.775, 21.0745, 0.0026, 0, 0.005
O, 1.6401, 11.024, 27.4569, -0.0004, -0.0006, -0.0025
O, 5.0933, 12.7457, 28.6986, 0.0009, -0.0025, -0.0027
O, 2.6098, 11.943, 29.5377, -0.0003, -0.0009, 0.0012
O, 17.508, 2.0369, 21.2779, -0.0038, -0.0054, -0.0028
O, 8.2724, 5.7719, 29.3627, 0.0011, 0.0012, -0.0003
O, 12.1389, 6.6222, 25.6574, -0.0027, 0.0011, -0.0022
O, 14.9739, 16.9431, 25.7275, 0, 0, 0.0004
O, 6.0932, 14.1723, 23.5065, -0.0018, -0.002, -0.0004
O, 9.6223, 7.6373, 25.1601, -0.0037, -0.0002, -0.0013
O, -1.9413, 12.2964, 30.8719, -0.0009, -0.0051, -0.001
O, 4.0004, 3.9281, 27.6483, 0.0011, 0.0042, -0.0018
O, 8.2203, 3.5461, 25.0028, -0.0026, 0.0026, 0.0015

Results
free energy: -134612.017 eV
free energy less fixed offsets of O -570.45, Si -639.56 eV per atom: 9.503 eV

The program warned: the cutoff lies below the one the program advises for these potential files; the forces do not sum to zero within the program's tolerance; empty levels may hold ghost states of the PAW files; the exchange-correlation potential is rough where the density is thin.
